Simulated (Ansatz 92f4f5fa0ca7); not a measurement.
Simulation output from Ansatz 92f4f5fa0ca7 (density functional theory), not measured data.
Periodic cell of 222 atoms, Si131O89P2, from a study of silicon, its oxide and their interface. The atomic structure is a simulated model.
Doubt: the cutoff is far below the 930 eV that the study's wrapper takes by default for these files, so forces and energies are approximate.

Settings: functional PBE; potential files Ansatz PAW; basis plane waves; wave-function cutoff 580 eV; density cutoff ratio 5; exchange-correlation grid ratio 1; k mesh 1 x 1 x 1, Gamma-centred; self-consistency stop 5e-08 eV per atom in the density residual; occupations fixed; spin none; net charge 0.

Cell vectors (angstrom)
a 10.938 0 0
b 0 10.938 0
c 0 0 32.1988

Atoms: element, x, y, z (angstrom)
Si 10.6439 0.2652 24.8755
Si 5.7121 10.7182 24.744
P 2.4942 2.8938 24.5292
Si 8.4559 2.5152 24.8505
P 0.2307 5.2089 24.7009
Si 5.1271 5.701 24.7088
Si 2.8853 7.9778 24.6224
Si 7.956 8.4009 24.7079
Si 1.4143 1.4647 26.0266
Si 6.8353 1.3635 26.1093
Si 3.9721 4.0207 25.9721
Si 9.6688 4.1278 26.1146
Si 1.3262 6.7697 26.0319
Si 6.7858 6.8014 26.0061
Si 4.0484 9.5629 25.9747
Si 9.5167 9.5559 26.1066
Si 2.7384 0.009 27.3631
Si 8.1664 -0.0199 27.5039
Si 0.0482 2.7463 27.5027
Si 5.4263 2.7392 27.3773
Si 2.7001 5.4257 27.4287
Si 8.1864 5.4838 27.3842
Si -0.0173 8.188 27.395
Si 5.4401 8.2059 27.3954
Si 4.0916 1.3613 28.7549
Si 9.5794 1.3544 28.8177
Si 1.3724 4.1191 28.8655
Si 6.8198 4.1021 28.738
Si 4.0977 6.8206 28.7651
Si 9.5484 6.8399 28.768
Si 1.3727 9.5708 28.7325
Si 6.7823 9.5476 28.8305
Si 0.0143 -0.0159 30.148
Si 5.45 0.009 30.155
Si 2.7496 2.722 30.1646
Si 8.1954 2.742 30.1358
Si -0.0224 5.4888 30.1645
Si 5.4694 5.4667 30.1374
Si 2.7294 8.1998 30.1259
Si 8.1953 8.2018 30.1529
Si 1.3673 1.3673 31.515
Si 6.8362 1.3673 31.515
Si 4.1018 4.1018 31.515
Si 9.5708 4.1018 31.515
Si 1.3673 6.8362 31.515
Si 6.8362 6.8362 31.515
Si 4.1018 9.5708 31.515
Si 9.5708 9.5708 31.515
Si 2.7345 0 0.6835
Si 8.2035 0 0.6835
Si 0 2.7345 0.6835
Si 5.469 2.7345 0.6835
Si 2.7345 5.469 0.6835
Si 8.2035 5.469 0.6835
Si 0 8.2035 0.6835
Si 5.469 8.2035 0.6835
Si 4.1217 1.3621 2.0571
Si 9.5621 1.358 2.0508
Si 1.3683 4.125 2.0326
Si 6.8447 4.0898 2.0605
Si 4.1023 6.83 2.0524
Si 9.5769 6.8389 2.0531
Si 1.3784 9.5509 2.0528
Si 6.8269 9.595 2.0466
Si -0.0144 -0.0391 3.3816
Si 5.4923 0.0143 3.4754
Si 2.7768 2.7951 3.3517
Si 8.1828 2.6914 3.4508
Si 0.022 5.4815 3.4309
Si 5.4763 5.4647 3.4073
Si 2.7703 8.2082 3.4501
Si 8.2014 8.232 3.3718
Si 1.3925 1.3918 4.6291
Si 6.8419 1.3522 4.9018
Si 4.1518 4.0843 4.802
Si 9.5737 4.0848 4.7546
Si 1.4111 6.8326 4.8137
Si 6.8244 6.888 4.7306
Si 4.1329 9.5791 4.8403
Si 9.5532 9.5521 4.7872
Si 2.7437 0.1116 6.0591
Si 8.2059 -0.0558 6.2565
Si 0.0276 2.676 6.0372
Si 5.4725 2.728 6.2864
Si 2.8141 5.4797 6.1731
Si 8.1754 5.4801 6.0413
Si 0.0113 8.1903 6.148
Si 5.5256 8.2272 6.2302
Si 3.8305 1.5791 7.5988
Si 9.8387 1.1414 7.4445
Si 1.6287 3.8035 7.3043
Si 6.6487 4.4161 7.4737
Si 4.4051 6.6354 7.5389
Si 9.3664 6.9531 7.4017
Si 1.1379 9.9203 7.2894
Si 7.1589 9.2353 7.6607
O 8.3077 8.092 7.9027
O 2.7123 2.7429 7.9572
O 9.522 1.3589 24.3109
O 4.0496 6.865 24.188
O 0.0269 0.0279 7.9552
O 5.5271 5.5141 8.0251
O 6.8159 9.5456 24.4865
O 3.8625 7.3893 8.9278
O 0.7958 4.3788 8.5861
O 9.8094 6.1867 8.8024
O 2.1127 9.3856 8.4962
O 7.5028 3.9291 8.8014
O 4.2648 0.9246 9.0639
O 6.7341 9.5619 9.218
O 9.2055 1.8612 8.7875
O 7.712 3.1848 23.547
O 10.0437 6.2088 23.9594
O 5.3804 0.2923 23.2185
O 5.8191 5.0809 23.3497
O 3.2903 1.7982 23.5231
O 2.2849 8.6873 23.2354
O 8.4026 7.9886 23.1698
O 0.2893 10.3974 23.5835
Si 4.5095 1.4472 22.4715
Si 3.4926 7.9256 14.0227
Si 7.1233 0.958 14.6672
Si 0.9427 9.3508 22.5402
Si 1.1792 4.3074 11.876
Si 6.2662 8.9596 15.311
Si 0.6769 1.3655 12.2915
Si 8.6579 4.9308 20.5584
Si 0.323 5.716 9.3548
Si 5.1061 3.1135 17.935
Si 0.8787 3.7341 16.7493
Si 10.4042 2.8113 19.2388
Si 5.2789 1.181 10.3412
Si 0.8961 0.1521 19.8487
Si 6.6461 9.4594 10.8559
Si 9.3451 9.6744 18.3166
Si 9.3918 9.2386 12.5646
Si 6.5649 3.8436 22.5983
Si 2.4413 8.0697 9.3728
Si 10.613 7.3685 17.0768
Si 2.5263 6.2851 16.5749
Si 10.1759 4.4856 14.1858
Si 6.1445 9.1742 18.5074
Si 7.9652 2.5727 9.5713
Si 8.8781 2.141 12.4454
Si 5.3579 6.2359 18.0692
Si 3.9333 0.547 19.4536
Si 4.2787 3.8383 12.0426
Si 5.5464 6.5995 12.1258
Si 8.0227 2.4863 17.239
Si 4.3646 2.48 14.9591
Si 1.5421 1.2111 15.25
Si 1.5704 9.4088 12.0386
Si 8.0507 6.8426 13.8616
Si 10.387 9.8319 15.479
Si 9.6774 7.1147 22.6386
Si 8.1524 5.4894 17.461
O 6.0484 7.9575 11.2795
O 6.0188 9.184 16.8909
O 7.6833 1.3585 13.195
O 0.893 1.7474 13.8614
O 9.4644 6.2419 16.8889
O 6.7657 6.1952 13.1209
O 5.1484 4.6491 18.6077
O 9.231 2.1089 18.2933
O 2.3763 0.0826 19.0805
O 9.4159 10.2288 16.7566
O 2.7879 4.4325 11.7102
O 5.074 10.3169 19.0843
O 9.4231 3.2403 13.4857
O 0.473 1.7427 19.9709
O 3.1556 1.3649 15.0531
O 8.234 5.4377 19.0816
O 3.92 6.5802 17.3721
O 4.5832 3.2835 16.379
O 9.0589 5.6591 14.3198
O 5.4441 2.7471 22.1628
O 10.676 4.1321 15.6788
O 0.327 3.8416 18.2841
O 10.432 10.5093 19.211
O 9.6467 10.019 14.0218
O 10.8775 8.1145 22.1776
O 1.197 2.1535 16.5276
O 9.7258 3.7009 20.4313
O 8.1705 4.0279 16.756
O -0.0415 9.0979 11.8978
O 6.5842 2.3963 18.0074
O 5.5822 10.716 11.1886
O 7.7556 9.5839 18.8325
O 10.0284 1.0218 12.0541
O 1.3165 6.9552 9.0575
O 0.6204 4.7661 13.3446
O 5.7063 7.6175 18.9859
O 5.235 5.0847 11.5071
O 2.7249 6.9738 15.11
O 0.911 2.7423 11.461
O 0.8662 10.6817 15.538
O 2.4066 8.5834 10.9085
O 4.6966 2.4298 11.2652
O 4.2614 3.5105 13.6734
O 2.1934 4.6792 16.4992
O 10.7137 8.2455 15.6934
O 6.9372 10.2897 14.6783
O 2.3396 8.9449 13.421
O 8.0378 1.534 15.9063
O 4.1331 6.9943 12.8479
O 4.1733 2.0027 18.7093
O 7.2935 4.42 21.2761
O 8.4058 2.9211 11.098
O 1.2076 6.8808 17.3607
O 5.6557 1.5695 14.7569
O 8.1306 9.7494 11.5852
O 9.3124 6.1778 21.3706
O 8.9641 7.7071 12.8546
O 1.6513 0.1161 11.8779
O 6.6879 6.1445 17.0988
O 7.3896 7.7911 15.0312
O 1.2175 10.2398 21.2103
O 10.042 8.1986 18.3506
O 3.9769 0.8375 21.0664
O 0.34 5.3319 10.9218
O 6.6948 1.5705 9.6306
O 4.7778 8.7104 14.6711

Results
free energy: -135405.061 eV
free energy less fixed offsets of O -568.88, P -755.39, Si -635.61 eV per atom: 0.949 eV

Forces (eV/angstrom), in the order of the atoms: element, x, y, z
Si 0.0135 0.1069 -0.0263
Si 0.1308 -0.0695 0.1799
P -0.0247 -0.1705 -0.2299
Si 0.0547 0.0048 -0.0122
P -0.257 0.2405 0.1134
Si -0.1469 -0.0018 -0.0016
Si 0.0503 -0.0865 0.017
Si -0.1144 0.1473 0.33
Si -0.0256 -0.058 0.1459
Si 0.0658 -0.1205 0.0928
Si 0.1842 -0.0622 0.0506
Si 0.0635 0.0265 0.0084
Si -0.0406 -0.04 -0.0622
Si -0.0344 0.0836 0.0861
Si 0.0812 -0.0586 0.0907
Si -0.1247 0.0681 0.0909
Si -0.2125 0.0281 -0.1029
Si -0.0522 -0.0929 -0.0056
Si 0.025 0.0111 -0.1394
Si -0.0023 0.219 -0.0385
Si 0.0156 0.025 -0.1017
Si 0.0321 -0.1577 -0.0776
Si 0.156 -0.0114 -0.0316
Si 0.0264 0.0315 -0.0633
Si 0.0207 -0.0192 0.1032
Si -0.0239 0 -0.1329
Si -0.0372 -0.075 -0.1006
Si 0.0287 -0.0341 0.1147
Si -0.0178 -0.0141 -0.0918
Si 0.0031 -0.0036 0.0605
Si -0.0343 -0.0182 0.1134
Si 0.0886 0.0288 -0.1785
Si 0.0584 -0.0398 -0.0007
Si -0.0306 0.0524 0.0601
Si -0.0271 0.0261 -0.039
Si -0.0389 0.0446 0.0245
Si 0.0072 0.0143 0.0033
Si 0.0367 -0.033 -0.003
Si -0.0308 0.038 0.0204
Si 0.019 -0.0105 0.0333
Si 0.0388 -0.0828 0.0605
Si 0.0201 0.0611 -0.0787
Si 0.1152 -0.0305 0.0464
Si -0.133 0.0183 -0.0006
Si -0.0321 0.1393 -0.0486
Si -0.0134 -0.0566 0.0216
Si -0.1402 -0.0666 -0.0588
Si 0.0019 -0.0271 0.0032
Si 0.0083 -0.0508 0.1404
Si -0.0507 0.0695 -0.1207
Si -0.0545 -0.0044 0.0613
Si 0.1206 -0.0061 0.0228
Si -0.0294 0.1622 -0.1757
Si 0.0509 -0.1123 0.1192
Si 0.1092 -0.0914 -0.0139
Si -0.0237 0.0392 0.0603
Si 0.0379 -0.0299 -0.0346
Si 0.0031 -0.0036 0.0145
Si -0.048 0.0121 -0.0211
Si 0.0177 -0.0409 -0.0096
Si 0.0162 0.015 0.0194
Si 0.0129 -0.011 -0.0353
Si 0.0423 -0.0303 -0.0188
Si -0.0382 0.0148 0.0044
Si 0.0847 0.1151 0.0855
Si -0.0588 -0.0099 -0.0973
Si -0.0685 -0.1442 0.147
Si 0.0678 0.1094 -0.0686
Si -0.0516 -0.0158 -0.0191
Si 0.0331 0.025 0.0351
Si -0.0671 0.0019 -0.0768
Si 0.0132 -0.0645 0.1083
Si -0.0115 0.006 -0.1035
Si -0.0006 -0.0122 0.084
Si 0.0206 0.0368 -0.033
Si -0.0066 -0.0226 0.0244
Si 0.0256 0.0231 0.0356
Si 0.0046 0.0158 -0.0426
Si 0.0209 0.0173 0.0776
Si -0.0204 -0.0205 -0.0385
Si 0.0033 0.0338 -0.0373
Si -0.0041 -0.0165 0.0269
Si 0.0144 -0.0166 -0.027
Si -0.0155 -0.0138 0.0202
Si -0.004 0.0019 0.0209
Si 0.003 0.002 -0.0293
Si -0.0092 -0.0166 0.0132
Si 0.0101 -0.0073 -0.0272
Si 0.0068 -0.0282 -0.0014
Si 0.0018 0.0399 0.0037
Si -0.0476 -0.0024 -0.0096
Si 0.0178 0.0356 0.0207
Si 0.013 0.0058 -0.0063
Si -0.017 -0.0048 -0.0112
Si 0.011 0.0077 0.0132
Si -0.0111 -0.012 -0.0042
O 0.0067 0.0104 0.0127
O 0.031 -0.0196 -0.003
O 0.0489 0.0723 0.0002
O -0.0765 -0.0485 -0.0127
O 0.0002 -0.015 -0.0054
O -0.0072 -0.0162 0.0029
O 0.0194 0.006 -0.3097
O -0.0121 0.0039 0.0166
O 0.0042 0.008 0.0271
O 0.0128 -0.0049 0.0183
O -0.0128 0.0062 0.0039
O -0.0037 -0.0076 0.001
O 0.0084 0.0062 0.0296
O 0.005 -0.0012 0.029
O -0.0116 0.0047 0.0243
O 0.0239 0.0149 -0.094
O -0.0538 0.167 -0.241
O -0.0872 0.0672 -0.044
O 0.02 -0.0081 -0.0328
O 0.0265 0.1427 -0.0211
O -0.0266 -0.0057 -0.0372
O 0.0565 -0.0774 -0.1082
O 0.0017 0.0022 -0.0815
Si 0.0391 0.065 0.0956
Si 0.0001 0.0007 -0.0226
Si -0.0057 -0.0023 -0.0241
Si 0.0195 -0.0108 0.1497
Si 0.0001 -0.0005 -0.0274
Si 0.0024 -0.0068 -0.0171
Si 0.0015 -0.0014 -0.0259
Si -0.0771 -0.005 0.0517
Si -0.0053 -0.0065 -0.0282
Si -0.0044 0.0071 -0.0089
Si 0.0136 0.0035 -0.038
Si 0.0054 -0.0255 -0.033
Si -0.0065 -0.0035 -0.0291
Si -0.001 -0.0439 0.0106
Si -0.0003 0.0058 -0.0343
Si -0.0038 0.0117 -0.0193
Si -0.0042 -0.0013 -0.0277
Si 0.0078 -0.0073 0.1393
Si 0.0074 -0.0092 -0.0237
Si 0.0024 0.0101 -0.0196
Si 0.0096 0.013 -0.0127
Si -0.0053 0.0031 -0.0392
Si 0.0004 -0.0079 -0.0106
Si 0.0134 -0.0111 -0.0354
Si 0.007 0.0029 -0.027
Si -0.0062 0.0036 0.003
Si -0.0155 -0.0043 0.0099
Si 0.003 -0.0043 -0.0264
Si 0.0035 0.0026 -0.0217
Si -0.0069 -0.0049 -0.0171
Si 0.002 0.0103 -0.0233
Si 0 -0.005 -0.0276
Si 0.0012 -0.0011 -0.0204
Si 0.0014 -0.001 -0.0177
Si -0.0022 -0.0027 -0.021
Si 0.1941 -0.0924 0.1059
Si -0.0067 -0.0051 -0.0177
O -0.0038 -0.0133 0.0139
O 0.0009 0.0004 0.0117
O -0.006 -0.0045 0.0163
O 0.0058 -0.0015 0.0244
O 0.0041 -0.0003 0.0125
O 0.0027 0.0003 0.0094
O 0.0021 -0.0056 0.0034
O 0.0011 0.0023 0.0081
O -0.0011 -0.0018 -0.0036
O 0.0005 -0.0032 0.0133
O 0.0026 -0.0025 0.0101
O 0 0.0114 0.023
O 0.0024 0.0049 0.0118
O -0.0091 0.0196 0.0019
O -0.0037 -0.0028 0.0111
O 0.0112 0.0034 -0.0008
O 0.005 -0.0051 0.0026
O 0.0035 -0.0013 0.0163
O 0.009 -0.0055 0.0035
O -0.0568 -0.0188 0.0037
O 0.0109 -0.0058 0.0294
O -0.0053 0.0067 0.0179
O 0.004 0.0019 0.0021
O 0.0053 0.0027 0.0191
O -0.0401 -0.0675 0.0245
O -0.0034 0.0068 0.0198
O 0.0345 -0.0277 -0.0133
O 0.0021 -0.0042 0.0146
O -0.0019 -0.0002 0.0087
O 0.0041 -0.0017 0.0043
O 0.0005 -0.0014 0.0128
O 0.0023 -0.0047 0.0017
O 0.0007 0.0015 0.0116
O 0.0014 0.0018 0.0087
O -0.0056 0.0017 0.0215
O 0.0041 0.0072 0.0025
O 0.0008 0.0015 0.0102
O -0.0029 -0.0081 0.0168
O 0.0002 -0.0045 0.0093
O 0.0029 0.0003 0.0108
O -0.0017 0.009 0.0202
O -0.0027 0.0083 0.0161
O -0.0017 -0.0076 0.0204
O -0.0067 -0.0071 0.0111
O 0.0025 -0.0054 0.0124
O 0.0001 0.0039 0.0081
O 0.008 -0.0043 0.0158
O 0.0064 0.0065 0.0169
O -0.0037 0.0024 0.0139
O 0.0015 -0.0073 0.0159
O 0.0239 0.0045 -0.1002
O 0.0075 -0.0023 0.0269
O -0.0049 -0.0065 0.0151
O 0.0105 -0.0064 0.0103
O 0.0115 -0.0014 0.0176
O -0.0186 -0.0399 0.0135
O -0.0004 -0.0025 0.01
O -0.0009 0.0005 0.0085
O 0.0027 -0.0025 0.0112
O -0.0032 0.005 0.0107
O -0.0153 0.0352 -0.0915
O 0.0034 -0.0027 0.0207
O -0.0429 -0.0106 0.0184
O 0.0015 -0.007 0.0257
O -0.0042 -0.0019 0.0097
O 0.0054 0.0045 0.0096

The program warned: the cutoff lies below the one the program advises for these potential files; the forces do not sum to zero within the program's tolerance; the exchange-correlation potential is rough where the density is thin.
